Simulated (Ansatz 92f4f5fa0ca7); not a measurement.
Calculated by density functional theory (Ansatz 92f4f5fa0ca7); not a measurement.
Periodic cell of 213 atoms, Si132O79H1N1, from a study of silicon, its oxide and their interface. The atomic structure is a simulated model.

Settings
functional: PBE
potential files: Ansatz PAW
basis: plane waves
wave-function cutoff: 700 eV
density cutoff ratio: 5
exchange-correlation grid ratio: 1
k mesh: 2 x 2 x 1, shifted by 0.5 0.5 0.5 of a step
self-consistency stop: 5e-08 eV per atom in the density residual
occupations: fixed
spin: none
net charge: 0

Cell vectors (angstrom)
a  10.938  0  0
b  0  10.938  0
c  0  0  31.1809

Atoms and the computed forces on them: element, x, y, z (angstrom), force x, y, z (eV/angstrom)
Si  -0.4845  0.297  23.819  -0.0519  0.0062  -0.0586
Si  6.159  -0.4381  23.5903  0.0405  -0.0063  -0.0711
Si  2.25  3.2465  23.8882  -0.0576  0.0584  -0.0594
Si  8.8197  2.1584  23.9209  0.0497  -0.0288  -0.0669
Si  0.4408  4.8603  24.0044  0.0372  -0.0747  -0.0665
Si  5.0996  5.9933  23.6554  -0.0312  0.0265  -0.0604
Si  3.3289  7.7214  23.7772  0.0153  -0.0327  -0.059
Si  7.9179  8.7416  23.7803  0.0119  0.0257  -0.0585
Si  1.3765  1.3102  24.938  -0.0233  0.0128  0.0287
Si  6.9156  1.3029  25.0131  0.0125  -0.0095  0.0137
Si  4.151  4.1738  24.9399  0.0041  0.0111  0.0023
Si  9.6038  3.9806  25.1886  -0.0238  0.0009  0.0114
Si  1.4524  6.7972  24.9744  0.0004  -0.0136  0.0191
Si  6.8806  6.9019  24.9293  -0.0149  0.0169  0.0146
Si  4.2871  9.5684  24.8872  0.0084  0.0068  0.0111
Si  9.5422  9.6145  25.2299  -0.0083  0.0003  -0.0326
Si  2.8034  -0.0459  26.2896  -0.0095  0.0161  0.0578
Si  8.1757  0.0217  26.5198  -0.0115  0.0078  -0.0582
Si  0.0768  2.6341  26.4688  0.0109  -0.01  -0.0365
Si  5.488  2.7289  26.3119  -0.0225  0.0176  0.067
Si  2.77  5.4505  26.4154  0.0175  0.0133  -0.0308
Si  8.1914  5.476  26.3559  -0.0018  -0.001  0.043
Si  0.0503  8.1605  26.3721  0.0432  -0.0407  0.0631
Si  5.5219  8.2014  26.3936  -0.0072  0.0006  -0.0424
Si  4.1018  1.3673  27.7626  0.0482  -0.0066  -0.6497
Si  9.5708  1.3673  27.7626  0.1284  0.0099  0.8668
Si  1.3673  4.1018  27.7626  0.3104  -0.1707  0.2564
Si  6.8362  4.1018  27.7626  -0.1009  0.0001  -0.4054
Si  4.1018  6.8362  27.7626  0.149  0.1462  0.055
Si  9.5708  6.8362  27.7626  0.0837  -0.1087  -0.2999
Si  1.3673  9.5708  27.7626  0.3529  -0.0494  -0.4822
Si  6.8362  9.5708  27.7626  -0.2047  -0.1831  0.6877
Si  0  0  29.1299  -0.1026  0.047  0.0096
Si  5.469  0  29.1299  -0.0101  -0.0769  0.0043
Si  2.7345  2.7345  29.1299  -0.0131  0.0873  0.0035
Si  8.2035  2.7345  29.1299  0.1231  0.0485  0.0009
Si  0  5.469  29.1299  -0.0863  -0.0307  -0.0332
Si  5.469  5.469  29.1299  -0.0238  0.0132  -0.019
Si  2.7345  8.2035  29.1299  0.0526  0.0814  -0.0146
Si  8.2035  8.2035  29.1299  -0.025  0.0781  -0.0014
Si  1.3673  1.3673  30.4971  0.0234  -0.0506  0.0027
Si  6.8362  1.3673  30.4971  -0.0114  0.0328  -0.0251
Si  4.1018  4.1018  30.4971  0.0403  -0.0341  0.0146
Si  9.5708  4.1018  30.4971  -0.0107  0.0136  0.0065
Si  1.3673  6.8362  30.4971  0.003  -0.0154  -0.0202
Si  6.8362  6.8362  30.4971  0.0606  -0.0479  0.0003
Si  4.1018  9.5708  30.4971  -0.0485  0.0026  0.0005
Si  9.5708  9.5708  30.4971  0.0786  -0.0966  0.0099
Si  2.7345  0  0.6835  0.0408  -0.0132  0.012
Si  8.2035  0  0.6835  -0.0616  0.0603  -0.0049
Si  0  2.7345  0.6835  -0.0601  0.019  -0.0097
Si  5.469  2.7345  0.6835  0.0386  -0.0292  0.0033
Si  2.7345  5.469  0.6835  -0.0313  0.0295  0.0058
Si  8.2035  5.469  0.6835  0.0259  0.0165  0.0165
Si  0  8.2035  0.6835  -0.0131  0.003  0.0069
Si  5.469  8.2035  0.6835  -0.0788  0.1138  -0.0208
Si  4.1018  1.3673  2.0507  -0.0056  0.0155  0.0036
Si  9.5708  1.3673  2.0507  0.1218  0.0269  -0.0066
Si  1.3673  4.1018  2.0507  -0.0146  -0.0038  0.0286
Si  6.8362  4.1018  2.0507  -0.0268  -0.0048  0.0307
Si  4.1018  6.8362  2.0507  0.0549  -0.0477  -0.014
Si  9.5708  6.8362  2.0507  -0.022  0.0022  0.0343
Si  1.3673  9.5708  2.0507  -0.1068  -0.0921  0.0248
Si  6.8362  9.5708  2.0507  0.079  -0.1233  -0.039
Si  0  0  3.418  -0.1057  0.1333  -0.373
Si  5.469  0  3.418  -0.1405  0.2595  0.6224
Si  2.7345  2.7345  3.418  0.2066  -0.1434  -0.1543
Si  8.2035  2.7345  3.418  0.0027  -0.0284  0.5347
Si  0  5.469  3.418  0.0021  -0.0704  0.2367
Si  5.469  5.469  3.418  -0.2587  -0.007  -0.4749
Si  2.7345  8.2035  3.418  -0.1325  -0.0631  0.4734
Si  8.2035  8.2035  3.418  -0.2992  0.2419  -0.8326
Si  1.3829  1.3448  4.7612  0.0099  0.0023  0.0416
Si  6.7999  1.4292  4.8781  0.0053  -0.0039  -0.0725
Si  4.0878  4.1258  4.7716  -0.0055  -0.0155  0.0456
Si  9.5892  4.1053  4.8375  -0.0038  0.0027  -0.0366
Si  1.3455  6.8101  4.8401  0.0082  -0.0099  -0.0337
Si  6.7851  6.8884  4.6914  -0.0203  0.0012  0.037
Si  4.041  9.6083  4.8424  -0.0175  0.0204  -0.0926
Si  9.4615  9.651  4.6973  -0.0018  0.0183  0.0415
Si  2.6682  0.0223  6.2788  -0.0381  -0.015  -0.0078
Si  8.13  -0.0165  6.2255  0.0181  -0.0176  -0.0146
Si  0.058  2.6795  6.1785  0.0213  0.0199  -0.007
Si  5.4951  2.9209  6.2575  0.0065  0.0273  0.0087
Si  2.6609  5.3344  6.2364  0.0077  -0.0191  -0.0194
Si  8.177  5.5979  6.0568  0.0223  0.0038  -0.0312
Si  -0.1376  8.2687  5.998  -0.0262  -0.04  -0.0156
Si  5.3806  8.1549  6.1142  0.0201  -0.0004  0.0129
Si  3.7765  1.8017  7.4244  -0.0003  0.0072  0.059
Si  10.0225  0.8932  7.3444  0.0536  -0.0164  0.0589
Si  1.8525  3.4406  7.5725  0.0147  -0.0308  0.0534
Si  6.4042  4.9476  7.4232  -0.0066  0.0771  0.0614
Si  4.4301  6.3667  7.359  0.021  -0.0297  0.0646
Si  8.9428  7.4878  7.2626  -0.0615  0.0402  0.0517
Si  0.6845  10.0004  7.3112  -0.0683  -0.0036  0.0637
Si  7.1083  9.0835  7.392  0.032  -0.0366  0.0481
O  0.5179  9.2313  8.8009  0.0115  0.0146  0.0015
O  1.2425  3.6475  9.135  0.0149  0.0045  -0.0149
O  9.7735  1.3328  8.9458  -0.0204  -0.0197  -0.0068
O  6.5837  9.195  8.9792  -0.0052  0.01  0.003
O  4.5455  1.2092  8.7832  -0.0065  0.0166  -0.0123
O  3.854  6.6708  8.8938  0.0146  0.0045  0.0005
O  7.0386  5.4277  8.9095  -0.0054  -0.0258  0.0071
N  9.2181  7.3146  9.0146  0.005  -0.0073  -0.0245
O  2.288  3.2226  22.1914  -0.0136  0.0087  -0.0046
O  6.028  11.0737  22.0117  0.0027  -0.0089  0.0194
O  8.4578  2.676  22.3969  0.0079  -0.0064  0.0132
O  0.0314  4.6732  22.3642  0.0183  0.0095  -0.0141
O  8.7384  8.4585  22.3398  -0.0038  0.026  0.0238
O  2.898  8.1881  22.2305  -0.0142  -0.018  0.0106
O  5.65  5.6912  22.1016  -0.0057  0.0026  0.0087
O  10.5943  10.4395  22.3352  -0.0093  -0.0166  0.0148
Si  1.3625  4.3626  21.4367  -0.0015  0.0066  0.0199
Si  1.5275  3.7296  15.712  0.0015  0.0017  -0.0012
Si  8.7657  0.6047  10.0093  -0.0029  -0.0003  -0.0011
Si  6.2251  0.8337  20.5436  0.0016  0.0068  -0.0218
Si  0.3563  13.3919  19.365  0.0057  0.0012  0.004
Si  4.0889  6.7889  10.5036  -0.0106  0.0021  0.0035
Si  10.0989  9.0426  21.6126  0.0188  -0.0051  -0.013
Si  3.6573  7.581  19.0186  -0.0058  -0.0008  -0.0003
Si  8.6384  5.4616  19.4199  0.0045  -0.0001  -0.0004
Si  5.1197  14.0878  19.0726  -0.0038  0.0023  -0.0021
Si  0.228  10.6289  14.6392  0.0036  0.0028  0.0017
Si  6.0421  9.2953  10.5273  0.0072  0.0037  0.0035
Si  -2.4383  1.9179  12.9499  -0.0025  0.0016  -0.001
Si  4.8398  10.2672  18.1346  -0.0036  -0.0013  -0.0063
Si  8.3149  0.1538  15.371  0.002  0.0007  0.0022
Si  6.1926  3.6419  13.9828  -0.0005  -0.0003  0.0013
Si  12.7762  7.3914  21.2723  -0.0072  -0.0188  0.0019
Si  -3.7366  8.7078  16.7198  -0.0014  -0.0011  -0.0004
Si  0.5618  2.3328  13.2467  0.0037  -0.0028  0.0012
Si  5.9593  6.628  14.8413  -0.002  0.0006  0.0002
Si  3.1916  6.3864  16.2794  0.005  -0.0024  -0.0011
Si  7.0259  13.4126  16.5542  0.0005  -0.0034  -0.0029
Si  1.517  3.7458  10.7539  -0.0033  -0.0002  0.017
Si  8.319  5.9984  9.8019  0.0027  -0.0094  0.0121
Si  1.1066  6.7762  11.5934  -0.0032  0.0035  0.0041
Si  7.5341  7.6061  12.3822  -0.0004  0.0004  0.0027
Si  8.8193  2.5092  20.8313  0.009  0.0041  -0.0028
Si  2.7858  12.7124  17.7918  -0.0062  -0.0033  0.0009
Si  5.71  5.8983  20.4819  0  0.0016  -0.0074
Si  5.6913  1.2163  9.9478  0.0129  -0.0069  0.001
Si  4.6247  3.8297  11.4263  -0.0024  -0.0067  0.0103
Si  -0.5325  7.9328  13.7576  -0.0006  -0.0017  0.0025
Si  -0.7279  8.6169  9.6937  0.0097  0.011  0.0017
Si  -1.2596  3.8377  17.0893  0.0007  0.0023  -0.0027
Si  0.6385  8.3394  16.3517  -0.0004  0.0023  0.0043
Si  -1.3285  8.2237  18.8192  0.0047  0.0013  0.0014
O  4.8569  3.6731  13.0393  0.017  0.0027  -0.0161
O  9.2698  -0.9877  10.062  0.0116  0.0124  -0.0021
O  1.9889  7.4633  16.2593  -0.0091  -0.0087  -0.0047
O  1.4081  3.4339  14.108  -0.0147  -0.0187  0.0079
O  8.2071  8.4787  17.9964  0.0097  0  -0.0099
O  5.1044  4.6184  19.7131  0.008  0.0078  0.011
O  0.9195  5.1991  11.2028  0.0137  -0.009  -0.0004
O  2.1465  5.7915  21.4782  -0.0052  0.0021  -0.0156
O  0.0409  4.2565  16.1975  0.0091  -0.01  -0.0017
O  4.8361  5.4133  11.0278  -0.0004  0.0199  -0.0157
O  -1.292  6.7535  19.582  0.0026  0.0275  -0.0114
O  6.3046  7.3908  13.4396  0.0153  -0.0047  0.0083
O  3.6802  3.0121  18.3479  0.0078  -0.0237  -0.0002
O  5.8524  9.5722  17.0617  0.0115  -0.0119  0.0043
O  8.9471  7.5671  13.1766  -0.0015  0.01  0.0003
O  5.5647  2.6807  10.6963  -0.0167  -0.0081  -0.0025
O  11.2868  7.9038  21.6942  -0.0031  0.0274  -0.0068
O  6.3307  13.8529  17.9685  -0.0165  -0.0041  -0.0017
O  -3.7131  9.0308  11.6333  -0.0111  -0.0188  -0.0154
O  0.8198  2.5635  11.6453  -0.0037  0.0158  0.0121
O  7.4881  11.8436  16.5743  0.0054  0.0125  -0.025
O  -0.6718  2.7198  18.1265  0.01  0.0102  -0.0032
O  5.9917  2.6818  15.2975  0.026  0.0064  0.0045
O  10.3284  1.8919  20.5668  -0.0218  0.0262  -0.0096
O  4.8251  7.2118  20.0989  -0.0025  -0.0153  -0.0134
O  5.4063  -0.1497  10.8283  0.0043  -0.0131  -0.0119
O  5.2395  2.1229  20.3425  0.0179  -0.0067  -0.0179
O  9.9305  11.2877  15.4998  -0.0103  -0.0203  -0.0182
O  -3.0326  11.6558  13.8961  0.0149  0.0135  0.0118
O  3.8052  6.5102  17.7917  -0.0092  0.0175  -0.0029
O  9.2702  4.7011  10.092  0.0108  -0.0052  -0.0414
O  7.658  6.4577  11.2247  0.0029  0.0172  0.0023
O  1.0061  14.8093  19.9226  -0.0089  -0.0266  0.0104
O  3.8513  11.4721  17.5648  0.0024  0.0056  0.013
O  -2.9768  9.5132  15.5153  -0.0052  0.0081  0.0179
O  2.1679  7.6017  19.6976  0.0141  -0.0033  0.0186
O  7.4183  3.1376  13.0189  -0.0099  -0.009  0.0248
O  8.4347  3.2464  16.2139  -0.0071  -0.0078  0.0026
O  -1.9882  16.0168  17.8593  0.0114  -0.0201  0.004
O  0.6902  7.0047  13.1581  -0.0094  0.002  -0.0024
O  8.7666  4.0419  20.2341  0.0038  -0.007  0.001
O  7.2101  6.0947  19.8801  -0.0153  -0.0007  0.0057
O  -4.1722  7.2585  16.1149  -0.0095  0.0167  -0.0161
O  3.0982  3.5144  11.004  0.0005  0.0065  -0.0022
O  2.6245  4.8925  15.9822  -0.0115  0.003  0.0049
O  4.3526  6.6991  15.166  0.0123  -0.0052  0.0177
O  11.0125  7.8377  10.8864  -0.0018  -0.0083  -0.0067
O  11.9492  11.784  13.7917  -0.027  0.0168  0.0067
O  5.7894  10.714  19.3842  -0.0092  0.0098  0.0113
O  -0.0382  8.403  17.8281  -0.0191  -0.0029  -0.0068
O  2.6724  7.0809  11.2695  -0.0033  -0.0095  -0.0083
O  -0.2742  -1.3988  13.5156  0.0112  -0.0154  0.0287
O  2.0353  24.2157  16.4435  -0.0045  0.0147  0.0034
O  7.7479  1.3986  20.2647  -0.0172  -0.0032  0.0114
O  1.5752  12.3981  18.8839  0.0003  0.0346  -0.0178
O  -4.4577  5.1054  14.6241  -0.0127  -0.0013  -0.0082
O  -3.6918  0.9719  9.4276  -0.0091  0.0123  0.0187
O  9.7581  9.3202  20.0337  0.0015  -0.0249  0.0144
O  -5.986  8.1258  10.7892  0.0101  0.0014  -0.007
O  1.0946  9.8216  15.7744  -0.0231  -0.0163  -0.0116
O  -1.0339  2.519  13.5094  0.0047  -0.0073  -0.0132
O  3.7921  9.1222  18.5645  0.0262  -0.0054  -0.0019
O  -0.4964  7.6766  15.3716  0.0205  0.0273  -0.014
O  8.7945  1.2779  11.4843  0.002  -0.0014  -0.0074
H  10.0638  4.5891  9.5469  -0.0242  0.0126  0.0325

Results
free energy: -129257.634 eV
free energy less fixed offsets of H -17.10, N -388.26, O -569.03, Si -635.61 eV per atom: 1.616 eV

The program warned: the cutoff lies below the one the program advises for these potential files; the forces do not sum to zero within the program's tolerance; the exchange-correlation potential is rough where the density is thin.
